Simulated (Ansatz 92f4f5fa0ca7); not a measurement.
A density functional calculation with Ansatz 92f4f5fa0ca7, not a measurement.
Periodic cell of 224 atoms, Si133O90H1, from a study of silicon, its oxide and their interface. The atomic structure is a simulated model.
Doubt: the cutoff is far below the 930 eV that the study's wrapper takes by default for these files, so forces and energies are approximate.
This geometry differs little from another in the collection (a relaxation step or a small displacement).

Settings
functional: PBE
potential files: Ansatz PAW
basis: plane waves
wave-function cutoff: 580 eV
density cutoff ratio: 5
exchange-correlation grid ratio: 1
k mesh: 1 x 1 x 1, Gamma-centred
self-consistency stop: 5e-08 eV per atom in the density residual
occupations: fixed
spin: none
net charge: +1 e, with a uniform compensating background and no finite-size correction

Cell vectors (angstrom)
a 10.938 0 0
b 0 10.938 0
c 0 0 32.3976

Atoms: element, x, y, z (angstrom)
Si 0.4797 -0.5487 24.8236
Si 5.5804 -0.2765 24.9857
Si 2.5923 2.9515 25.0147
Si 8.0837 2.97 24.7305
Si 0.3685 5.2382 24.9077
Si 4.8608 6.0278 24.8925
Si 2.7235 8.2379 25.3828
Si 7.9669 8.5618 24.8009
Si 1.3846 1.2749 26.158
Si 6.8014 1.4545 26.0936
Si 4.0805 4.2283 26.2799
Si 9.5801 4.1305 26.1515
Si 1.2898 6.7851 26.4284
Si 6.7849 6.8949 26.0787
Si 4.1837 9.6019 26.5268
Si 9.5988 9.5907 26.1684
Si 2.7205 0.0491 27.6724
Si 8.2025 0.0673 27.5306
Si -0.0112 2.6978 27.5431
Si 5.4644 2.7737 27.5693
Si 2.7166 5.4676 27.7097
Si 8.177 5.5003 27.5207
Si -0.0807 8.2244 27.6462
Si 5.5458 8.1459 27.6814
Si 4.1018 1.3673 28.9794
Si 9.5708 1.3673 28.9794
Si 1.3673 4.1018 28.9794
Si 6.8362 4.1018 28.9794
Si 4.1018 6.8362 28.9794
Si 9.5708 6.8362 28.9794
Si 1.3673 9.5708 28.9794
Si 6.8362 9.5708 28.9794
Si 0 0 30.3466
Si 5.469 0 30.3466
Si 2.7345 2.7345 30.3466
Si 8.2035 2.7345 30.3466
Si 0 5.469 30.3466
Si 5.469 5.469 30.3466
Si 2.7345 8.2035 30.3466
Si 8.2035 8.2035 30.3466
Si 1.3673 1.3673 31.7139
Si 6.8362 1.3673 31.7139
Si 4.1018 4.1018 31.7139
Si 9.5708 4.1018 31.7139
Si 1.3673 6.8362 31.7139
Si 6.8362 6.8362 31.7139
Si 4.1018 9.5708 31.7139
Si 9.5708 9.5708 31.7139
Si 2.7345 0 0.6835
Si 8.2035 0 0.6835
Si 0 2.7345 0.6835
Si 5.469 2.7345 0.6835
Si 2.7345 5.469 0.6835
Si 8.2035 5.469 0.6835
Si 0 8.2035 0.6835
Si 5.469 8.2035 0.6835
Si 4.1018 1.3673 2.0507
Si 9.5708 1.3673 2.0507
Si 1.3673 4.1018 2.0507
Si 6.8362 4.1018 2.0507
Si 4.1018 6.8362 2.0507
Si 9.5708 6.8362 2.0507
Si 1.3673 9.5708 2.0507
Si 6.8362 9.5708 2.0507
Si 0 0 3.418
Si 5.469 0 3.418
Si 2.7345 2.7345 3.418
Si 8.2035 2.7345 3.418
Si 0 5.469 3.418
Si 5.469 5.469 3.418
Si 2.7345 8.2035 3.418
Si 8.2035 8.2035 3.418
Si 1.3146 1.4051 4.753
Si 6.8476 1.3638 4.8555
Si 4.182 4.0302 4.7429
Si 9.5501 4.1117 4.8496
Si 1.3743 6.81 4.7545
Si 6.8545 6.7996 4.7888
Si 4.1351 9.5444 4.7608
Si 9.5582 9.587 4.7746
Si 2.8358 0.0946 6.0374
Si 8.1787 -0.0711 6.2249
Si -0.0578 2.691 6.2165
Si 5.5484 2.7864 6.2837
Si 2.7215 5.3439 5.9815
Si 8.2087 5.4951 6.2821
Si -0.0477 8.1113 6.1294
Si 5.4256 8.1191 6.1204
Si 3.8478 1.691 7.4765
Si 9.8133 1.0251 7.5426
Si 1.5939 3.8699 7.4002
Si 6.5964 4.4557 7.7042
Si 4.1916 6.4988 7.3316
Si 9.3219 7.1198 7.6246
Si 1.0976 9.9076 6.9859
Si 6.9622 9.2472 7.4734
O 11.0241 5.9077 23.4294
O 4.55 0.0394 23.7408
O 8.1257 8.1935 8.0569
O 2.7012 2.7699 7.9519
O 7.1827 4.097 23.9254
O 1.6856 9.2633 24.5802
O 5.3691 5.5239 7.9361
O 0.112 -0.0764 7.8526
O 7.0617 4.1845 9.2758
O 6.0644 9.9078 8.684
O 10.1364 6.5819 8.9552
O 3.4191 9.4432 9.0289
O 4.3838 0.9814 8.8502
O 1.0629 4.6827 8.7148
O 9.2847 1.4274 9.0314
O 3.2527 6.8881 8.6204
O 7.4159 6.2584 22.2984
O 8.8834 2.1535 23.5409
O 5.1175 5.5105 23.3572
O 3.3469 2.4137 23.6513
O 10.941 -0.2389 23.2742
O 3.7393 7.2105 24.5582
O 1.4524 4.0479 24.5633
O 6.7649 9.6486 24.4218
Si 14.657 1.0754 22.8013
Si -1.2569 2.6074 22.1864
Si 0.7444 11.5528 22.081
Si 11.6704 0.7978 14.9449
Si 5.948 -0.6573 12.0747
Si 11.6999 15.7687 12.6535
Si 9.4213 1.589 10.6583
Si 5.3115 4.0555 20.0319
Si 9.9711 8.0657 13.5015
Si 10.475 -2.9595 16.4928
Si 10.8567 5.2876 9.6807
Si -0.2575 5.4688 21.8858
Si 8.679 -1.2747 11.4875
Si 8.8352 5.0791 13.1994
Si 7.3058 3.5975 15.6153
Si 12.3344 6.0589 15.3938
Si 5.7382 5.6942 17.3788
Si 4.6854 10.4204 9.4012
Si 13.4633 1.4873 18.7222
Si 9.7149 0.7856 19.8567
Si -1.0429 2.2936 16.9854
Si 12.6636 9.9172 17.2033
Si 5.1992 1.1302 20.0917
Si 3.6348 7.7751 16.46
Si 13.0637 4.1445 20.0599
Si -3.5576 9.691 19.8268
Si 8.4395 7.4579 21.9392
Si 2.6329 2.4429 13.3736
Si 5.7262 -1.4005 14.928
Si 2.9441 8.0299 9.7241
Si -3.4896 -2.6308 17.0882
Si 0.8716 11.6741 11.9748
Si 6.5178 4.9906 22.7229
Si 1.6574 -7.1117 17.2419
Si 11.2962 8.854 10.9821
Si 5.5131 1.448 14.1122
Si 8.159 4.082 10.4814
O 8.2106 2.5817 11.0974
O 5.7972 -1.6961 13.3171
O 9.8764 1.5467 18.4313
O 3.7208 -6.6326 20.4173
O -1.2125 8.9091 10.4645
O 0.134 0.2152 20.6134
O 1.3182 8.0798 9.914
O 15.1487 2.3975 13.7717
O 18.0537 -1.2931 11.114
O 12.5584 0.203 18.2783
O 11.0308 6.4368 16.3285
O 10.4255 -2.3756 14.968
O 7.974 4.5332 14.4498
O 13.3171 12.2461 12.2177
O 6.849 6.8079 17.017
O 11.1865 11.2702 13.445
O 13.0223 4.6825 15.9263
O 19.722 -0.4946 19.565
O 0.3166 13.1151 22.3593
O 6.16 0.8352 12.7263
O 5.7063 2.5597 19.4615
O -1.9219 1.8318 20.913
O 5.1945 0.152 15.0857
O 7.9765 5.0827 11.768
O 12.6501 2.0939 14.6834
O 6.2073 4.1621 21.3794
O 1.8347 4.766 18.5738
O 0.9951 10.3494 11.0463
O 3.9131 0.7563 19.1594
O 11.4056 8.916 17.4305
O 11.5448 5.5207 11.1537
O 10.9629 12.837 11.1438
O 3.0723 -1.9466 17.4143
O 6.1303 4.4261 16.4059
O -2.2029 8.1829 23.3874
O 1.0474 16.8808 13.8096
O 10.219 4.1866 13.0032
O 5.7655 5.1601 18.92
O 9.6252 4.2116 21.9318
O 4.2846 6.4507 17.1788
O 3.7252 7.7822 11.1285
O 4.7275 -0.4938 11.0155
O 7.6861 8.5234 20.9435
O 1.8954 2.481 19.9124
O 9.0368 -2.8843 17.2014
O -1.1132 6.7738 21.3126
O -2.1157 -1.8435 12.9923
O 9.1099 0.2681 11.5095
O -0.5768 12.1649 15.8246
O 4.7037 8.4335 15.4668
O 8.4601 2.9904 16.6152
O 2.4253 -3.6424 15.4961
O -4.6908 10.8226 20.2028
O 9.6349 4.226 9.7882
O 13.5705 2.5074 17.4262
O 2.3558 0.3963 22.1957
O 11.2402 8.1649 12.4564
O 6.611 2.3513 14.8574
O -1.6851 6.6096 13.5214
O 0.0832 3.457 17.0858
O 12.0358 4.9537 21.0752
O 4.7048 1.4941 21.5972
O 7.106 -1.6947 15.7753
O 12.55 -0.3594 15.699
O 6.8727 -1.9248 18.4376
O 13.0032 3.8422 12.7179
H 3.9291 6.879 11.3931

Results
free energy: -135753.869 eV
free energy less fixed offsets of H -15.97, O -568.88, Si -635.61 eV per atom: -2.569 eV

Forces (eV/angstrom), in the order of the atoms: element, x, y, z
Si -0.0107 0.0095 0.008
Si -0.0037 0.0024 -0.0184
Si 0.0058 -0.0015 0
Si -0.0004 0.0059 -0.0149
Si 0.0063 -0.0004 -0.022
Si 0.014 -0.0039 0.0036
Si 0.0025 -0.006 -0.0213
Si -0.0012 -0.0035 -0.0083
Si 0.0002 -0.0044 -0.0053
Si -0.0007 -0.0001 0.0047
Si 0.0044 0.0008 -0.0067
Si -0.0094 0.0064 0.0009
Si -0.0009 0.0045 0.0056
Si -0.005 -0.0058 -0.0034
Si 0.0016 0.0019 0.0051
Si 0.0135 -0.003 -0.0047
Si 0.0018 0.0088 0.0073
Si 0.0012 0.0015 0.0078
Si 0.0048 -0.0093 0.0094
Si -0.0033 0.0017 0.0035
Si -0.0017 -0.0055 0.0094
Si -0.0009 0.0034 0.0028
Si -0.0094 -0.0002 0.0048
Si 0.0028 -0.0049 0.0043
Si 0.1144 0.5412 0.129
Si -0.0694 0.0998 -0.2282
Si -0.3067 -0.5585 0.1301
Si 0.1361 0.1539 -0.3769
Si 0.1735 -0.0623 0.5134
Si -0.5954 -0.1001 0.0395
Si -0.1904 0.0076 0.0742
Si 0.5222 0.2511 -0.0627
Si -0.0128 -0.0545 -0.0007
Si 0.0584 0.0331 -0.0642
Si 0.0134 0.0162 0.0481
Si 0.0802 0.0201 -0.0475
Si -0.0804 -0.1471 -0.0554
Si -0.0822 0.0109 0.0316
Si 0.0906 -0.0077 -0.0183
Si 0.0667 0.0577 0.0501
Si 0.0373 0.0031 -0.0286
Si -0.0506 -0.0069 -0.0269
Si -0.0047 -0.0107 -0.0051
Si -0.0041 0.0719 0.0012
Si 0.0044 0.0163 -0.0425
Si -0.0302 0.0244 -0.0278
Si -0.0676 0.0253 -0.0257
Si 0.0129 -0.0361 -0.0084
Si 0.0411 -0.0214 0.0172
Si 0.0092 -0.0093 0.0051
Si 0.0174 -0.024 0.0161
Si 0.0048 0.0034 0.0303
Si 0.0269 0.0011 0.0153
Si 0.0215 -0.035 0.0139
Si 0.008 0.0164 0.0311
Si -0.0134 -0.0347 0.0215
Si -0.1277 -0.0566 -0.0286
Si 0 -0.0111 0.0171
Si -0.0103 0.0305 0.0205
Si -0.0663 0.0579 -0.0294
Si -0.0088 -0.0072 0.0451
Si -0.0426 -0.0138 -0.0154
Si 0.0256 -0.027 0.0051
Si 0.0321 0.0916 0.02
Si -0.0855 -0.0237 -0.2471
Si 0.2218 0.1905 0.132
Si 0.218 -0.1445 -0.262
Si -0.0569 0.0395 0.4307
Si -0.2912 -0.1855 0.0592
Si 0.266 -0.1398 -0.2625
Si -0.0798 0.0795 -0.0836
Si -0.0158 -0.2 -0.0336
Si -0.0177 -0.0136 -0.0043
Si 0.0071 0.0068 -0.001
Si 0.0134 0.0103 -0.0002
Si -0.007 -0.004 0.0001
Si 0.0144 0.0054 -0.0051
Si -0.0097 0.0013 -0.0081
Si -0.0145 -0.0093 -0.0086
Si 0.007 0.0046 -0.0043
Si 0.095 0.085 -0.0311
Si 0.0009 -0.0088 0.0142
Si 0.013 0.0009 0.0102
Si -0.0175 -0.0136 0.0038
Si -0.0019 -0.004 0.02
Si 0.0066 -0.0013 0.0141
Si -0.0264 0.0087 0.0155
Si 0.0048 -0.0162 0.0477
Si -0.0071 -0.0276 -0.0292
Si -0.0132 0.004 -0.0352
Si -0.0037 0.0004 -0.013
Si 0.0021 0.0006 -0.0161
Si 0.0048 0.0358 -0.0349
Si 0.0124 -0.0045 -0.0383
Si -0.0351 -0.0612 0.0031
Si -0.013 0.0108 -0.0399
O 0.0004 -0.0016 0.0083
O 0.0015 -0.0013 0.0052
O 0.0069 0.0049 0.0127
O -0.0013 -0.0086 -0.0016
O 0.0029 -0.0033 0.005
O -0.0006 0.0042 0.0089
O 0.0111 -0.0067 0.005
O -0.0177 0.0121 0.032
O 0.0037 -0.0005 0.0068
O 0.0099 0.0046 0.0037
O 0.003 -0.0029 0.0095
O -0.0133 0.0123 -0.0242
O -0.002 -0.0065 0.0225
O -0.0029 0.0011 0.0011
O 0.0022 0.0003 0.0121
O -0.0168 0.0103 0.0344
O 0.001 -0.0005 0.0034
O -0.0001 0.0005 0.007
O -0.0004 -0.0004 -0.0003
O 0.0019 -0.0022 -0.0004
O 0.002 -0.0014 -0.0032
O -0.0014 0.0007 0.0057
O -0.0068 0.0011 0.0104
O -0.0019 0.0056 0.0135
Si -0.0005 0.0014 0.0001
Si 0.0001 -0.0005 -0.0017
Si -0.0006 -0.0009 -0.0007
Si 0.0006 -0.0006 0.0009
Si -0.001 0.001 -0.0065
Si -0.0065 0.0033 0.0062
Si 0.0011 -0.0021 0.005
Si 0.0017 0.0012 -0.0028
Si 0.0014 -0.0008 0.0074
Si 0.0003 0.0013 -0.0042
Si 0.0015 0.0045 -0.003
Si 0.0005 0.0008 -0.0019
Si -0.0017 0.0005 0.0109
Si -0.0006 0.0016 0.0034
Si 0.0002 0.0002 0.0002
Si -0.0004 0.0021 -0.0002
Si 0.0009 -0.0002 -0.002
Si 0.0109 0.0055 0.0151
Si 0.0001 -0.0006 -0.0036
Si 0.0019 0.0009 -0.0024
Si 0.0008 -0.0011 -0.0017
Si 0.0016 0.0021 -0.0044
Si 0.0007 0.0009 -0.003
Si 0 0.0004 -0.003
Si -0.0001 0.0014 -0.0028
Si 0.0009 -0.0007 -0.0022
Si 0.0003 0.0005 -0.0025
Si 0.0017 -0.0033 0.0056
Si 0.0001 -0.0005 0.0007
Si -0.017 0.019 -0.0376
Si 0.0004 0.0021 -0.0016
Si -0.0024 0.0027 0.0078
Si -0.0016 0.0038 0.0029
Si 0.0009 0 -0.0023
Si 0.0018 -0.0049 0.0051
Si 0.0039 -0.0015 0.0002
Si -0.0032 0.0051 0.0029
O 0.0012 0.0008 -0.0006
O -0.0002 0.0036 0.0002
O 0.0012 0.0014 0.0014
O 0.0001 0.0002 0.0037
O 0.0046 0.0011 0.0001
O -0.0001 0.0007 0.0019
O -0.0152 -0.0056 0.012
O 0.0029 -0.0013 -0.0009
O 0.0006 0.0046 0.0061
O 0.0014 0.0012 0.0034
O -0.0016 0.0009 0.0023
O 0.0012 -0.0014 -0.0002
O 0.0007 0.0017 -0.0022
O 0.0036 0.0032 -0.0007
O 0.0011 0.0008 0.0023
O 0.0031 0.0012 -0.0001
O 0.0011 -0.0004 0.0008
O 0.001 0.0001 0.0036
O 0 0.0013 0.0016
O -0.0029 0.0004 0.0037
O 0.0011 0.0008 0.0023
O 0.0011 0.0005 0.002
O 0.0023 0.0011 -0.0015
O 0.0048 -0.0013 0.0026
O 0.0021 0.0001 -0.0025
O -0.0003 -0.0019 -0.0003
O 0.0009 0.0012 0.0027
O 0.0002 -0.0019 -0.0027
O -0.0009 0.0002 0.0027
O -0.0005 -0.0005 0.002
O 0.0043 -0.0022 0.0011
O 0.0014 -0.0008 -0.0002
O 0.0015 -0.0003 0.0014
O 0.0017 0.0003 0.0005
O 0.0014 0.0001 0.0029
O 0.0014 -0.0025 -0.0027
O 0.0016 0.0003 -0.0012
O 0.0012 0.001 0.0024
O 0.0013 0.0014 0.0024
O -0.0001 0.001 0.0018
O -0.0121 0.2142 -0.075
O 0.0077 0.0057 -0.005
O 0.0007 0.0009 0.0031
O 0.0014 0 0.0028
O 0.0046 0.0009 0.0013
O 0.0008 0 0.003
O 0.0022 0.0038 -0.0065
O -0.0017 -0.0048 -0.0067
O 0.0008 0.0014 0.001
O 0.001 0.0019 0.0007
O 0.0015 0.0011 0.0015
O 0.004 0.0011 0.0018
O 0.0005 0.0011 0.0038
O 0.0001 0.0008 0.0028
O 0.001 -0.0001 0.0022
O 0.0016 0.0006 0.0021
O 0.0009 0.0023 -0.002
O -0.0017 0.0008 -0.0015
O 0.0023 0.0001 -0.0028
O -0.0001 0.0005 0.0021
O 0.0011 -0.0003 0.0024
O 0.0011 0.0002 0.0015
O -0.0014 0.0002 0.0011
O 0.0014 0.001 0.0005
O 0.001 0.0003 0.0007
O 0.0045 -0.001 -0.0029
H 0.0309 -0.2505 0.1019

The program warned: the cutoff lies below the one the program advises for these potential files; the exchange-correlation potential is rough where the density is thin.
